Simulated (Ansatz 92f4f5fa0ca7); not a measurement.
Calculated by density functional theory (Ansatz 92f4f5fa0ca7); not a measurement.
Periodic cell of 144 atoms, Si90O54, from a study of silicon, its oxide and their interface. The atomic structure is a simulated model.

Settings: functional r2SCAN; potential files Ansatz norm-conserving; basis plane waves; wave-function cutoff 1300 eV; density cutoff ratio 4; exchange-correlation grid ratio 1; k mesh 2 x 2 x 1, shifted by 0.5 0.5 0.5 of a step; self-consistency stop 5e-08 eV per atom in the density residual; occupations Fermi-Dirac, 0.05 eV; spin none; net charge 0.

Cell vectors (angstrom)
a, 11.54, 0, 0
b, 0, 11.54, 0
c, 0, 0, 18.255

Atoms and the computed forces on them: element, x, y, z (angstrom), force x, y, z (eV/angstrom)
Si, -0.2976, 0.3818, -0.3147, 3.0207, -1.7294, -0.1084
Si, -0.4431, 3.5321, 0.2719, 0.7099, -0.0385, -3.3587
Si, -0.8027, 6.7084, -0.2851, 2.6695, 1.67, 0.129
Si, 3.6757, 0.1312, -0.1368, -0.3062, 0.5191, 1.5908
Si, 3.9475, 4.5459, -0.2531, -1.6526, 0.8588, 0.6711
Si, 3.4215, 7.7705, -0.2028, -2.1789, 1.7878, 1.7661
Si, 7.3025, -0.5948, -0.2537, -0.8575, -0.1973, 3.9084
Si, 7.1721, 3.9525, -0.0882, -0.4769, -2.15, -0.6425
Si, 7.539, 8.6158, -0.1691, 0.8218, -1.6084, -2.0837
Si, 1.5995, 0.323, 1.1078, 0.8881, -1.1706, 1.4264
Si, 1.5297, 3.4686, 1.3156, 3.144, 2.2002, -0.5352
Si, 1.3036, 7.5348, 1.2716, 0.8316, 0.8588, -0.9707
Si, 5.6223, -0.2533, 1.5574, -0.5509, 0.516, -3.3248
Si, 5.5056, 4.0441, 1.485, 0.4863, 0.4417, 0.0719
Si, 5.5989, 7.704, 0.913, 0.0884, 0.2409, -0.3816
Si, 9.8017, -0.0613, 1.3746, 0.1627, -0.7286, 0.4617
Si, 9.1951, 3.5195, 1.3682, -1.1096, 1.404, 0.049
Si, 9.2857, 7.466, 1.2251, -0.9955, 1.1116, -0.6485
Si, 1.8411, 1.8516, 2.8704, -1.491, -0.8442, -0.0783
Si, 1.7923, 5.6781, 2.4969, 0.2066, -1.3959, 1.105
Si, 1.815, 9.4804, 2.5664, -0.6589, 0.451, -1.2236
Si, 6.0293, 1.8468, 2.4638, -3.3424, 0.3543, -0.5205
Si, 5.7624, 6.074, 2.7868, 0.1187, -1.1997, -1.0768
Si, 5.655, 9.2786, 2.5213, 0.7835, 0.6642, 1.6554
Si, 9.6074, 1.7301, 2.8881, 1.2115, 0.1633, -0.5375
Si, 9.322, 5.6638, 2.5787, 0.144, -1.8073, 1.5377
Si, 9.6993, 9.3821, 2.4709, 0.5006, 0.4181, 1.4617
Si, -0.135, 1.7789, 4.4006, 1.4431, -0.469, -0.5349
Si, -0.1274, 5.4775, 3.9597, 0.4294, 0.5919, -0.1657
Si, 0.0874, 9.3198, 4.1385, -0.653, 1.7961, -1.3011
Si, 3.8687, 1.5957, 3.8255, 1.942, 0.2031, -0.0455
Si, 3.9101, 5.6513, 4.0651, -1.6562, -0.2827, -0.6656
Si, 3.7707, 9.3824, 3.8115, -0.8737, -0.7497, -0.482
Si, 7.6382, 1.8736, 3.956, 0.8855, -0.8473, 1.8932
Si, 7.5889, 5.6586, 4.2289, 0.6577, -0.9911, -0.9804
Si, 7.6589, 9.4706, 3.9156, 0.7055, 0.4556, -2.2127
Si, 0.3077, -0.3372, 5.6304, 1.7099, 0.0457, -1.3836
Si, 0.1094, 3.7315, 5.6098, 0.0956, 0.6642, 0.0764
Si, -0.0511, 7.4869, 5.3918, 1.8723, -2.0864, -0.1614
Si, 4.0215, -0.3416, 5.1235, -0.0027, 0.7175, 1.5035
Si, 4.1107, 3.4602, 5.1406, -0.4504, 0.9382, -0.2324
Si, 3.6097, 7.6116, 5.2843, 1.1797, 0.3119, 0.1079
Si, 8.0122, -0.1415, 5.1778, -1.544, -0.5344, 0.9002
Si, 7.8136, 3.5468, 5.5479, -0.6434, 2.004, 0.1175
Si, 7.9374, 7.6675, 5.177, -0.9701, 0.2609, 2.3398
Si, 2.3817, -0.1145, 6.9622, -0.7407, 0.7273, -0.3723
Si, 2.408, 3.8151, 6.6263, -1.9137, -1.0235, 0.7741
Si, 1.9108, 7.7183, 6.816, -0.48, -1.2249, -0.806
Si, 5.936, -0.8283, 6.5133, 0.4163, -0.3341, -0.71
Si, 5.7349, 3.6674, 6.7297, 1.6901, -0.4023, 0.7171
Si, 5.7082, 8.0065, 6.443, 0.6415, 0.5769, -1.4196
Si, 9.9286, -0.218, 6.5912, -2.3378, -0.6649, 3.1891
Si, 9.6892, 3.8467, 7.0199, 1.1655, -1.7283, -1.5472
Si, 9.7513, 7.4543, 6.7396, -0.2977, 3.9409, -0.3993
Si, 2.1704, 1.9847, 8.3644, 0.9593, 0.2676, 0.3564
Si, 2.8145, 5.7678, 7.8127, 0.0278, 0.3568, -0.1719
Si, 2.3141, 9.4632, 8.2, 0.4479, 0.1408, 0.0334
Si, 6.2265, 1.6356, 8.2148, -1.9438, 0.9523, 1.089
Si, 5.1555, 5.9419, 7.4222, -0.0546, -0.4023, 0.6121
Si, 5.937, 7.6638, 9.0897, -0.5932, -0.5741, -0.4907
Si, 9.8502, 1.6955, 7.8966, 1.5977, 0.4347, 0.497
Si, 9.6705, 5.378, 8.7018, -0.4248, -1.3454, 0.0681
Si, 10.1654, 8.9637, 8.7241, 0.0289, -0.1277, -0.3982
Si, -0.0001, 2.036, 9.7422, 1.2147, -2.8173, -2.3978
Si, 0.993, 6.6615, 9.9881, -0.3603, -2.4169, -2.0068
Si, 0.8205, 9.0228, 9.8577, -0.8488, -0.7183, -0.3087
Si, 4.3237, 2.0001, 9.8515, -0.9721, 0.0334, -0.5531
Si, 6.418, 5.7724, 10.4771, -0.901, -3.2257, 0.5499
Si, 4.0288, 8.8582, 9.6694, 0.93, 3.3859, 0.0129
Si, 8.2091, 1.7331, 9.3652, -1.4458, -0.303, -0.0199
Si, 8.0954, 4.0923, 9.7395, -0.9278, 0.4471, 3.1292
Si, 8.3297, 8.8343, 10.1827, 1.5271, 1.2863, -0.7106
Si, 4.094, 0.2676, 11.3532, -2.0728, -2.6805, 0.0288
Si, 2.1641, 5.5405, 12.6503, 0.2001, -0.4664, 3.8044
Si, 10.1696, 3.6922, 11.7129, -5.1952, 1.7329, 4.3088
Si, 0.9266, -0.3292, 11.7742, 4.7344, -0.8093, -0.295
Si, -1.9018, 2.594, 14.3243, 1.2236, -2.1338, -1.2815
Si, 4.0275, -3.5998, 12.4176, 2.6587, -3.4922, 1.8836
Si, 4.2249, 3.5376, 11.6249, 2.9834, -0.5096, 0.2237
Si, 5.8642, 1.3741, 16.584, 4.3606, -0.3488, -1.5489
Si, 7.2141, 6.8794, 12.3215, -0.8892, 1.2097, -1.7906
Si, 5.6114, 10.2037, 13.207, -2.7772, -2.3725, 1.4369
Si, 10.3908, 11.0087, 13.8732, -2.0893, 2.0108, -0.7427
Si, 10.9974, 5.3121, 14.0887, 0.3444, -0.8607, -2.2242
Si, 1.8186, 9.7063, 16.817, -0.3837, 1.3502, -0.1846
Si, 6.3411, 2.7914, 13.9812, 1.8806, 2.6011, 0.1612
Si, -0.23, 8.2834, 15.3298, -1.8824, 2.2646, -0.12
Si, 5.8525, 5.3083, 15.8127, 0.1859, -4.2064, 0.2902
Si, 8.1396, 10.8243, 11.4126, 0.045, -2.4841, 1.5744
Si, 6.9535, 7.8592, 15.0345, -0.9345, -0.925, -1.5285
O, 0.3477, -0.8303, -1.3781, 0.2284, 0.6208, 1.5894
O, -0.3493, 1.9369, -0.707, -0.7085, 3.0907, 0.0413
O, -0.237, 5.2272, -0.5771, -0.8867, -2.3514, 0.3944
O, -0.7274, 7.8817, -1.4353, -0.1273, -0.2751, 0.7898
O, 3.0018, -0.6549, -1.3952, -0.4926, -1.665, -0.9082
O, 4.4782, 1.291, -1.0036, -1.8692, -0.3249, 0.891
O, 4.5597, 4.4374, -1.7359, 1.457, 0.8126, -1.4822
O, 6.3234, 4.3422, -3.735, -1.6445, 1.7462, 1.7501
O, 1.2349, 8.9741, -2.7836, 0.8152, -1.3197, -0.5317
O, 3.4534, 6.1921, -0.2989, 0.5425, -4.3683, -0.7826
O, 6.8166, -0.1207, -1.6905, -1.2088, 2.3489, -0.331
O, 8.3176, 0.2604, 0.8137, -1.6185, -0.3855, -2.4122
O, 6.9857, 5.215, -1.1497, -0.1704, -0.0091, -1.203
O, 5.6126, 6.7896, -2.9678, 1.7111, 1.2182, 0.8008
O, 7.8365, 8.2767, -1.973, -0.3799, -0.5012, 2.9244
O, 6.3371, 9.1622, -3.8557, -1.2758, 4.001, -1.3993
O, -0.5146, 3.4038, 10.4626, 2.0173, -0.644, -1.6787
O, -0.5966, -5.487, 9.3228, 3.9908, 1.2843, 1.9009
O, 1.3345, 6.1492, 11.4581, -1.0817, 0.1514, 0.8403
O, 1.301, 9.5729, 11.357, -2.334, 1.4154, -0.8164
O, 0.2148, 12.1719, 10.6962, -1.0457, 1.1464, -0.6116
O, -1.123, 9.589, 14.6269, 0.3433, -1.8306, 0.9882
O, 5.6983, 0.101, 7.8537, 0.2222, 0.0404, -0.2809
O, 4.8026, 0.0788, 12.8288, 0.5275, -0.1173, 0.8843
O, 5.187, 4.6796, 11.0127, 0.6372, 2.6368, -0.8884
O, -1.067, 3.9476, 14.9382, -1.1246, 0.4391, -0.1746
O, 3.6681, 7.8688, 10.8866, -1.9122, -0.4995, -0.3798
O, 2.2465, 17.143, 9.3543, -1.5296, 1.4623, -0.2621
O, 9.0389, 6.466, 7.7048, -2.3335, -1.7662, 1.2774
O, 8.2521, 0.5884, 10.5632, -0.3055, 2.6278, -1.2834
O, 8.4512, 3.7482, 11.4491, 2.3199, -0.2521, -1.7841
O, 7.1686, 8.7649, 9.004, -0.2718, -0.7903, 0.4068
O, 2.518, 0.1151, 11.8663, -0.8618, 1.0724, -0.4308
O, 4.2706, -1.1062, 10.3346, 0.251, -1.2341, 0.0563
O, 6.6837, 10.5017, 12.1163, 2.7911, -0.2111, -1.3596
O, 10.2726, 5.1536, 12.4616, 1.7268, 0.3778, 2.5235
O, 0.3512, -0.3829, 13.2442, -1.3825, 0.4713, 0.3897
O, 4.1467, -2.2517, 13.1691, 0.2061, 2.276, 0.7597
O, -1.6152, 0.9054, 14.7136, 0.6938, 0.1309, -0.336
O, -1.1407, 2.5606, 12.8424, -0.328, -0.1333, -0.2856
O, 5.3803, 2.7504, 12.6795, -0.1946, 0.465, -0.0967
O, 5.7524, -3.8146, 12.3375, -0.505, -1.0553, -0.2688
O, 2.7569, 3.4275, 18.2584, -1.1158, 0.8739, 0.9761
O, 1.0539, 5.0913, 13.8704, 1.2574, 0.6835, -1.5259
O, 2.9842, 4.1283, 12.4806, -0.2424, 0.4957, -0.6932
O, 5.9284, 1.6885, 15.0139, -1.6254, -1.1819, 0.637
O, 6.7895, 2.4845, 17.3044, 0.7866, 1.5819, 1.0589
O, 14.7868, 6.6927, 13.2447, -0.4554, 0.4476, -1.8468
O, 9.2197, 10.9453, 12.6108, 1.8144, -0.1897, 1.6545
O, 9.5481, 10.3113, 7.9926, 0.579, 1.835, -1.6727
O, 7.7995, 7.0875, 13.7966, 0.132, 0.1235, 1.8582
O, 8.0515, 2.7496, 14.2779, -0.3697, -0.5311, -1.1726
O, 19.8357, 7.6342, 11.2388, -0.4697, -0.6752, 1.4227
O, 10.9484, 6.861, 14.677, -0.2693, -1.5069, -1.7408

Results
free energy: -35631.592 eV
free energy less fixed offsets of O -463.61, Si -117.95 eV per atom: 18.848 eV
pressure: -2.39 GPa
stress xx, yy, zz, yz, xz, xy (GPa, positive in tension): 2.19, 3.86, 1.14, -0.79, 2.35, -0.29
